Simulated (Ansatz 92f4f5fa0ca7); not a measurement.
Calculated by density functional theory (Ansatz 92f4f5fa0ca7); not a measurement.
Periodic cell of 214 atoms, Si131O81B2, from a study of silicon, its oxide and their interface. The atomic structure is a simulated model.

Settings: functional PBE; potential files Ansatz PAW; basis plane waves; wave-function cutoff 700 eV; density cutoff ratio 5; exchange-correlation grid ratio 1; k mesh 2 x 2 x 1, shifted by 0.5 0.5 0.5 of a step; self-consistency stop 5e-08 eV per atom in the density residual; occupations fixed; spin none; net charge 0.

Cell vectors (angstrom)
a 10.938 0 0
b 0 10.938 0
c 0 0 31.5432

Atoms and the computed forces on them: element, x, y, z (angstrom), force x, y, z (eV/angstrom)
Si 10.3276 0.4589 24.2045 -0.0091 0.0261 -0.0564
Si 6.1455 10.3744 24.248 0.0192 -0.0144 -0.0835
Si 2.0674 3.2598 24.0633 -0.0416 0.0324 -0.0536
Si 8.6963 2.2469 24.2782 0.0058 -0.0372 -0.0574
Si 0.4479 5.1135 24.1046 0.0351 -0.0325 -0.0458
Si 5.0881 5.9555 24.2041 -0.0155 0.0129 -0.0528
Si 3.3958 7.6607 24.1604 0.0437 -0.0386 -0.0579
B 7.5526 8.8589 24.7285 -0.0262 0.0577 -0.0621
Si 1.2442 1.4219 25.3716 0.0063 0.0355 -0.0041
Si 6.8987 1.3135 25.4777 -0.0001 -0.0153 -0.0067
Si 4.0146 4.126 25.2893 -0.0361 0.0031 0.0017
Si 9.6385 4.1121 25.3821 0.0264 -0.0027 0.0123
Si 1.4704 6.838 25.3413 -0.0035 -0.0197 0.0158
Si 6.8907 7.0453 25.3329 -0.0134 -0.0041 0.0265
Si 4.1965 9.5586 25.3381 -0.0013 -0.0158 0.0232
Si 9.3469 9.5447 25.362 0 0.0294 0.0288
Si 2.7286 0.0198 26.612 0.0155 -0.0066 0.0597
Si 8.1951 0.0071 26.9379 -0.0013 -0.0245 -0.0708
Si -0.0066 2.7693 26.8611 -0.0072 0.0041 -0.0409
Si 5.4251 2.7465 26.6432 -0.0173 0.0072 0.0688
Si 2.7413 5.4606 26.8043 -0.0054 0.0029 -0.0386
Si 8.2052 5.5327 26.6394 -0.006 0.0065 0.0612
Si -0.0233 8.2224 26.6125 0.0079 -0.0021 0.0487
Si 5.472 8.253 26.8581 0.017 0.0045 -0.0534
Si 4.0851 1.3703 28.0497 0.0024 -0.0048 0.01
Si 9.5859 1.3928 28.2169 0.0148 0.0196 -0.0052
Si 1.3799 4.1198 28.1841 0.0078 -0.0002 -0.0021
Si 6.8195 4.132 28.021 -0.0004 -0.0025 0.0001
Si 4.1063 6.8295 28.1606 -0.0092 -0.0083 0.0027
Si 9.595 6.8415 28.055 0.0057 -0.0019 0.024
Si 1.3581 9.5844 28.0193 0.0032 0.003 0.0101
Si 6.8237 9.5778 28.2434 -0.0116 -0.0034 0.0082
Si 0.0265 -0.0143 29.493 0.034 -0.039 -0.026
Si 5.4318 0.0348 29.5062 -0.0231 0.0192 -0.0233
Si 2.7476 2.722 29.4901 0.0241 -0.0288 -0.019
Si 8.1638 2.7727 29.4821 -0.0271 0.0274 -0.0246
Si -0.012 5.4879 29.4942 -0.0345 0.0316 -0.0164
Si 5.4829 5.459 29.4862 0.0316 -0.0305 -0.0212
Si 2.7124 8.2245 29.4662 -0.0239 0.0274 -0.0259
Si 8.2308 8.1782 29.498 0.032 -0.0289 -0.0203
Si 1.3673 1.3673 30.8594 0.1693 -0.067 0.0632
Si 6.8362 1.3673 30.8594 -0.1759 0.1846 -0.0359
Si 4.1018 4.1018 30.8594 0.1119 -0.1143 -0.0075
Si 9.5708 4.1018 30.8594 -0.1378 0.1151 -0.0976
Si 1.3673 6.8362 30.8594 -0.0445 0.1505 -0.1033
Si 6.8362 6.8362 30.8594 0.1048 -0.1421 0.0376
Si 4.1018 9.5708 30.8594 -0.2125 0.0805 -0.0759
Si 9.5708 9.5708 30.8594 0.1309 -0.0817 0.0272
Si 2.7345 0 0.6835 0.0676 -0.1283 0.0752
Si 8.2035 0 0.6835 -0.1627 0.0427 -0.05
Si 0 2.7345 0.6835 -0.1717 0.1164 -0.0256
Si 5.469 2.7345 0.6835 0.0955 -0.1097 0.0663
Si 2.7345 5.469 0.6835 -0.1541 0.114 -0.0335
Si 8.2035 5.469 0.6835 0.0859 -0.1655 0.1136
Si 0 8.2035 0.6835 0.1654 -0.1058 0.0786
Si 5.469 8.2035 0.6835 -0.0393 0.1343 -0.0419
Si 4.1157 1.3486 2.0545 0.024 -0.0236 0.0273
Si 9.5403 1.3855 2.0415 -0.0266 0.0268 0.0214
Si 1.3326 4.1317 2.0557 -0.0256 0.0264 0.0231
Si 6.8517 4.0749 2.0564 0.0278 -0.0307 0.0216
Si 4.0796 6.8609 2.0396 -0.0254 0.0282 0.0214
Si 9.5927 6.8137 2.054 0.02 -0.0183 0.024
Si 1.3768 9.5607 2.0578 0.0336 -0.029 0.0234
Si 6.83 9.5739 2.0663 -0.0283 0.0285 0.023
Si -0.0426 -0.0083 3.3498 0.0004 -0.0061 0.0016
Si 5.4661 -0.0111 3.4885 0.0045 -0.0041 -0.0227
Si 2.6995 2.7228 3.3443 0.001 0.0078 0.0093
Si 8.1879 2.7006 3.4963 -0.002 0.0027 -0.0134
Si -0.0215 5.4707 3.5162 0.001 -0.0055 -0.0084
Si 5.4589 5.4757 3.3326 0.0023 -0.0041 0.0031
Si 2.7387 8.2062 3.4837 -0.0052 0.0029 -0.0151
Si 8.2257 8.1851 3.3836 0.0055 -0.0046 0.0069
Si 1.2965 1.3684 4.6803 -0.0059 0.0024 0.0419
Si 6.8456 1.305 4.9167 0.0082 -0.0053 -0.0465
Si 4.0674 4.1182 4.6447 0 0.0033 0.0404
Si 9.5367 4.0655 4.9014 -0.0005 -0.0003 -0.0773
Si 1.3594 6.8715 4.8936 0.0078 0.0047 -0.0717
Si 6.8403 6.8036 4.6945 0.0026 0.0006 0.0376
Si 4.11 9.5632 4.8963 0.0081 -0.0055 -0.0448
Si 9.5755 9.5692 4.7509 0.0022 0.0044 0.0397
Si 2.626 0.0442 6.1111 -0.0242 0.0021 -0.0049
Si 8.2339 -0.1299 6.278 0.0055 -0.0212 -0.0145
Si -0.0138 2.6533 6.2065 0.013 -0.0185 0.0011
Si 5.3848 2.7711 6.0726 -0.0116 0.0179 -0.0106
Si 2.7573 5.4328 6.1387 0.0182 -0.0139 -0.0048
Si 8.1027 5.4418 6.1899 -0.0376 0.0022 0.0059
Si 0.0033 8.3017 6.2338 -0.0021 0.0308 0.0092
Si 5.572 8.1534 6.1667 0.0209 0 -0.01
Si 3.4849 1.9447 7.1809 -0.0481 0.0515 0.065
Si 10.0321 0.8325 7.4814 0.0237 -0.025 0.0563
Si 1.7819 3.6609 7.3552 0.0373 -0.0321 0.0512
Si 6.2183 4.5256 7.3888 -0.0565 0.0228 0.0504
Si 4.6439 6.3069 7.2622 0.048 -0.0356 0.0567
Si 9.1788 7.1916 7.3317 -0.0142 0.011 0.0508
Si 0.9033 10.1579 7.5261 -0.0094 0.0452 0.0492
Si 7.4219 8.8884 7.5033 0.0321 -0.0523 0.0541
O 4.5728 6.5911 8.8918 -0.0209 0.0049 0.0066
O 1.4202 3.985 8.9498 0.0012 0.0198 0.0008
O 9.7895 6.5539 8.7411 -0.0033 0.0089 0.0078
O 1.3234 10.1045 9.1556 0.0025 -0.0085 -0.008
O 6.0917 4.216 9.0291 0.0147 -0.0042 0.0018
O 3.7326 1.6271 8.7711 0.0186 -0.0125 -0.0052
O 7.1576 8.9685 9.1562 -0.0002 0.0211 -0.0116
O 9.67 1.083 9.0859 -0.0055 -0.0001 0.0004
O 8.2871 2.6102 22.7279 -0.0009 -0.001 0.0005
O 10.9291 5.7138 22.612 0.0042 0.0031 -0.0072
O 5.9164 -0.1312 22.6509 -0.003 0.0014 0.0182
O 5.4507 5.5164 22.6448 0.0112 0.0075 -0.0084
O 2.1061 2.8142 22.4632 0.0184 -0.0155 -0.0045
O 3.3981 7.8155 22.4998 -0.0166 0.0037 0.0001
O -0.3069 11.0258 22.6116 0.0074 -0.0057 0.0047
Si 2.2003 2.9509 12.9005 0.0062 -0.003 -0.004
Si 8.7115 1.3157 10.3789 -0.001 0.005 0.0067
Si 1.1158 4.493 15.357 0.0031 0.0007 -0.0007
Si 7.5778 5.5895 12.1932 -0.0002 -0.0022 0.0014
Si 2.5155 8.1354 21.1779 0.002 -0.0037 -0.0061
Si 5.4483 7.7945 12.4806 -0.0001 -0.0021 0.0035
Si 9.3342 0.4489 15.5344 -0.0006 0.0032 0.0049
Si 2.9991 -0.0491 16.6912 -0.0025 0.0003 0.0047
Si 10.5063 1.148 12.6258 0.0031 0.0066 -0.0003
Si 7.7898 2.8462 21.2164 0.0025 0.002 -0.0056
Si 9.1931 8.7821 14.4818 0.0008 -0.0023 0.0033
Si 1.4989 4.769 10.3768 -0.0031 0.0017 -0.0003
Si 4.612 9.4657 19.1487 0.0027 -0.0041 -0.0037
Si 11.0991 6.1804 21.0553 0.0032 -0.0064 0.0018
Si 6.6814 10.4454 14.8736 0.0003 0.001 -0.0008
Si 5.4746 0.66 21.2972 0.0005 0.0035 -0.0066
Si 2.3705 9.809 10.3842 0.0089 -0.0017 0.0107
Si 0.4763 10.5191 21.2835 0.0021 0.0021 -0.0051
Si 5.9734 5.3579 21.1213 0.0017 -0.0012 0.0003
Si 3.6623 7.083 10.1224 0.0012 -0.0035 -0.0008
Si 9.0995 5.6838 14.8253 -0.0011 -0.0018 -0.0012
Si 3.7574 4.084 19.1286 -0.0028 0.0003 0.0022
Si 10.0821 3.6592 19.3202 0.0053 -0.0029 0.0011
Si 4.3123 8.6575 15.3853 0.0016 -0.0012 -0.0012
Si 0.5353 1.9162 17.1981 0.0018 -0.0014 0.0043
Si 7.0443 7.5904 19.2449 -0.0005 0.0031 -0.0034
Si 5.3385 3.6381 16.7575 0.0059 -0.0071 -0.0001
Si 7.882 5.0197 17.5061 -0.002 -0.0024 0.001
Si 6.684 9.9326 10.3853 -0.0019 0.0037 0.0099
Si 4.4038 1.0598 10.1077 -0.002 0.0068 0.0021
Si 0.0035 9.0827 11.9171 0.0053 -0.0046 -0.0001
B 9.5593 8.5867 20.228 -0.0011 0.0079 -0.0034
Si 4.619 1.6696 14.6037 0.003 0.0041 -0.0051
Si 2.5351 2.0039 21.1162 -0.0034 0.0015 -0.002
Si 6.3543 3.3472 10.3822 -0.0035 0.0012 0.0027
Si 3.4702 5.907 16.7497 -0.0014 0.0043 0.0022
Si 9.9099 6.5321 10.3561 0.0017 -0.0044 -0.0017
O 0.2156 2.627 18.6347 -0.0172 0.0149 -0.0112
O 2.9873 9.6336 15.6028 0.0258 -0.0002 0.0088
O 10.8606 4.8357 20.1553 -0.0048 0.004 0.0009
O 7.6143 2.4229 9.9567 -0.0054 -0.0135 0.0153
O 10.9466 5.3328 10.8104 -0.0068 0.0096 -0.0155
O 6.6389 6.7486 12.8643 0.0029 0.0019 -0.0179
O 10.3508 8.0509 10.803 0.0024 -0.011 0.0061
O 7.7315 9.4599 14.0193 0.016 -0.0004 0.0364
O 8.4326 6.2085 10.9552 0.0104 -0.0068 0.0145
O 5.3887 10.5181 20.1007 -0.012 0.0062 0.0087
O 2.195 3.7217 11.4435 -0.009 0.0024 -0.0111
O 8.3037 8.5881 19.6356 -0.0232 -0.0187 -0.0084
O 6.4565 6.8156 20.5656 0.0051 -0.0129 -0.0176
O 5.5747 2.7302 15.4218 0.0055 -0.0077 -0.0015
O 1.386 0.8622 20.7296 0.0108 0.0003 0.0265
O 6.0723 9.0708 11.6409 -0.0028 -0.0118 -0.0178
O 4.6679 4.9907 16.1329 -0.0141 -0.0032 0.0312
O 6.6753 3.9385 17.6462 0.0045 0.0164 -0.0047
O 10.5464 10.6578 11.8324 0.0026 0.0049 0.0121
O 5.6509 0.5018 14.0197 -0.0027 0.0072 0.0386
O 8.0685 5.0797 15.9034 0.0213 0.0051 0.0004
O 9.7982 9.8078 15.6108 -0.0211 0.0132 -0.03
O -0.3462 5.1368 15.1203 -0.0052 -0.001 0
O 1.6557 6.7992 20.7618 -0.0111 0.0204 0.0173
O 1.5935 0.6416 17.2225 -0.0029 0.0135 -0.0056
O 6.5902 1.7865 20.8849 0.0017 -0.0021 0.0185
O 1.0601 1.7701 12.8445 -0.0072 0.014 -0.001
O 3.2444 5.448 18.3266 0.0159 -0.021 -0.018
O 9.5659 2.0054 11.6033 0.0008 -0.0118 -0.0044
O 1.0761 3.1058 16.2181 -0.0099 0.0028 0.0018
O 8.6378 5.1587 13.3557 -0.0072 0.0163 0.0056
O 10.34 8.5731 13.3362 -0.0007 0.0146 -0.0025
O 1.5376 9.3464 21.6514 -0.0092 0.003 -0.0149
O 10.2674 9.7957 20.3132 0.0134 0.0006 0.0147
O 3.2031 0.2152 10.8722 -0.0007 -0.0227 -0.0176
O 5.1018 2.3633 10.8381 0.0251 -0.0036 -0.0198
O 1.7885 4.1299 13.9314 -0.0025 -0.0173 0.0135
O 7.9399 10.8759 10.8595 -0.0085 0.0099 -0.0248
O 9.2367 4.4386 18.1708 -0.0098 -0.0067 0.0074
O 5.6987 9.4831 15.7832 -0.0054 0.0063 -0.0311
O 5.5558 -0.024 9.7459 0.0018 0.0015 0.019
O 3.6409 2.2927 13.4188 -0.0138 -0.0011 0.0176
O 2.0277 5.6572 16.0363 0.0138 -0.0172 -0.0005
O 9.7673 1.0458 14.0723 0.0043 -0.0166 0.0037
O 4.4318 6.9494 11.5384 0.0036 0.0224 -0.0137
O 4.8126 4.6544 20.2266 0.0081 0.0053 0.0025
O 10.0373 1.3261 16.688 0.0138 -0.0072 -0.0193
O 6.6879 4.328 11.6513 0.0143 0.0064 -0.0174
O 5.807 8.4707 18.6207 0.0062 -0.0075 0.0226
O 9.0881 2.727 20.2291 -0.0036 0.02 -0.0028
O 3.6887 1.1312 15.822 0.0022 -0.0127 -0.016
O 4.3392 3.0826 17.9483 -0.0099 0.0313 -0.0013
O 10.0305 7.3787 20.7185 0.0191 -0.0207 0.0089
O 3.3737 8.6592 9.8189 -0.0153 0.0036 0.0157
O 3.9874 7.4237 16.4174 -0.0029 -0.0023 -0.011
O 7.6986 0.4713 15.739 0.0143 -0.0124 -0.0248
O 8.9828 7.2934 15.059 0.0051 0.0025 -0.0102
O 3.9867 1.3248 21.4514 0.0064 0.0011 -0.0067
O 1.6273 9.1426 11.697 0.002 0.0029 -0.0271
O 2.3445 6.1501 10.2099 0.0142 -0.0075 -0.0002
O 7.5122 6.4803 18.1357 -0.0009 -0.0085 0.0135
O 7.2745 4.3831 21.0669 -0.0138 -0.0084 0.0068
O 4.5878 8.2231 13.8185 0.0107 -0.0034 -0.0004
O 3.4762 8.5864 19.943 0.0048 0.0094 0.0104
O 2.6877 3.131 19.926 0.015 -0.0119 0.0201
O 3.8394 10.3244 17.9827 -0.0079 -0.0019 -0.0011

Results
free energy: -129672.227 eV
free energy less fixed offsets of B -155.45, O -569.03, Si -635.61 eV per atom: -4.987 eV

The program warned: the cutoff lies below the one the program advises for these potential files; the exchange-correlation potential is rough where the density is thin.
